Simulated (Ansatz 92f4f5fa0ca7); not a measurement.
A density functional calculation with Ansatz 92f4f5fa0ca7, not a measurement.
Periodic cell of 278 atoms, Si168O105H5, from a study of silicon, its oxide and their interface. The atomic structure is a simulated model.

Settings: functional PBE; potential files Ansatz PAW; basis plane waves; wave-function cutoff 700 eV; density cutoff ratio 5; exchange-correlation grid ratio 1; k mesh 2 x 2 x 1, shifted by 0.5 0.5 0.5 of a step; self-consistency stop 5e-08 eV per atom in the density residual; occupations fixed; spin none; net charge -1 e, with a uniform compensating background and no finite-size correction.

Cell vectors (angstrom)
a	11.6015	0	0
b	0	13.3963	0
c	0	0	30.9529

Atoms: element, x, y, z (angstrom)
Si	11.615	-0.1099	24.3279
Si	3.7102	-0.1755	24.2049
Si	7.7827	-0.0981	24.0624
Si	2.026	3.1268	24.4071
Si	5.946	3.3493	24.2908
Si	9.8885	3.2482	24.1904
Si	11.6603	6.5832	24.28
Si	4.0055	6.5673	24.127
Si	7.7667	6.6023	24.3049
Si	1.8982	9.8664	24.2152
Si	5.8187	10.0646	24.1867
Si	9.6891	9.8097	24.2377
Si	11.6701	2.0957	25.1974
Si	4.017	2.0875	25.0011
Si	7.8791	2.138	24.8908
Si	2.0269	5.4583	24.9149
Si	5.8562	5.5254	25.1517
Si	9.7221	5.4738	25.0099
Si	11.6235	8.7837	25.109
Si	3.9087	8.8298	24.9102
Si	7.7022	8.851	25.0234
Si	1.8845	12.0934	25.1104
Si	5.7907	12.2787	24.9312
Si	9.657	12.1204	24.9233
Si	11.618	2.1698	27.513
Si	3.9311	2.1513	27.385
Si	7.7847	2.1742	27.3167
Si	1.9851	5.5132	27.323
Si	5.818	5.5438	27.4772
Si	9.6916	5.512	27.3817
Si	11.6093	8.8569	27.4502
Si	3.8782	8.8722	27.3308
Si	7.723	8.8943	27.3943
Si	1.918	12.1845	27.4524
Si	5.7968	12.2675	27.3404
Si	9.6517	12.1992	27.3339
Si	1.9766	1.0494	28.1956
Si	5.856	1.0784	28.1859
Si	9.668	1.0412	28.1896
Si	11.6394	4.4371	28.1878
Si	3.8839	4.4006	28.1868
Si	7.7608	4.4032	28.1825
Si	1.9601	7.7418	28.1748
Si	5.7988	7.7875	28.2001
Si	9.6554	7.7551	28.186
Si	11.5728	11.0987	28.2039
Si	3.8865	11.1063	28.1704
Si	7.7159	11.1317	28.1712
Si	1.9336	1.1164	30.558
Si	5.8008	1.1164	30.558
Si	9.6679	1.1164	30.558
Si	0	4.4654	30.558
Si	3.8672	4.4654	30.558
Si	7.7343	4.4654	30.558
Si	1.9336	7.8145	30.558
Si	5.8008	7.8145	30.558
Si	9.6679	7.8145	30.558
Si	0	11.1635	30.558
Si	3.8672	11.1635	30.558
Si	7.7343	11.1635	30.558
Si	0	0	0.3944
Si	3.8672	0	0.3944
Si	7.7343	0	0.3944
Si	1.9336	3.3491	0.3944
Si	5.8008	3.3491	0.3944
Si	9.6679	3.3491	0.3944
Si	0	6.6981	0.3944
Si	3.8672	6.6981	0.3944
Si	7.7343	6.6981	0.3944
Si	1.9336	10.0472	0.3944
Si	5.8008	10.0472	0.3944
Si	9.6679	10.0472	0.3944
Si	11.5778	0.0638	2.7247
Si	3.9032	0.0545	2.7625
Si	7.6891	0.076	2.7718
Si	1.9441	3.4077	2.7496
Si	5.7607	3.3895	2.7913
Si	9.6107	3.4281	2.7676
Si	11.5564	6.7025	2.7663
Si	3.8617	6.7457	2.7748
Si	7.7157	6.7662	2.8113
Si	1.9289	10.0512	2.7336
Si	5.8097	10.1142	2.7934
Si	9.6374	10.1095	2.773
Si	11.5763	2.3275	3.4158
Si	3.8295	2.2705	3.6396
Si	7.6948	2.3116	3.6176
Si	1.9165	5.6478	3.5638
Si	5.7858	5.6357	3.5982
Si	9.6159	5.6448	3.6785
Si	11.5724	8.9416	3.4704
Si	3.8742	8.9842	3.5673
Si	7.7305	9.0099	3.6639
Si	1.9345	12.3147	3.3607
Si	5.805	12.3262	3.6561
Si	9.6305	12.377	3.5152
Si	11.58	2.3893	5.7294
Si	3.8901	2.2348	6.0427
Si	7.5658	2.3011	6.0086
Si	1.9097	5.6967	5.939
Si	5.7465	5.6904	5.9849
Si	9.5828	5.6837	6.1352
Si	11.5807	8.9732	5.809
Si	3.8672	9.0592	5.9536
Si	7.759	9.114	6.1014
Si	1.9298	12.3348	5.6595
Si	5.8033	12.5061	6.0594
Si	9.6479	12.4885	5.8725
Si	1.8155	1.1256	6.48
Si	5.7534	1.2268	7.1356
Si	9.648	1.3887	6.6038
Si	11.588	4.5523	6.6655
Si	3.8064	4.5212	6.7004
Si	7.5945	4.5273	6.8933
Si	1.913	7.9471	6.7098
Si	5.7962	7.9479	6.7713
Si	9.7117	7.9726	6.8703
Si	11.5712	11.2458	6.387
Si	3.8253	11.3345	6.6274
Si	7.7797	11.4237	6.8558
H	3.793	4.5781	8.2034
H	11.6922	4.3946	8.1569
O	1.3241	0.7005	8.0167
O	3.4789	11.4734	8.2754
O	7.3241	4.4864	8.5797
O	9.9652	8.1872	8.5463
O	5.7493	7.9409	8.4603
O	1.8074	7.9845	8.3822
O	9.8306	1.7638	8.2253
O	-0.0821	11.1046	8.0273
O	8.0053	11.6834	8.5084
H	0.0861	-0.0271	22.8315
H	0.0204	6.6578	22.7852
H	7.6952	6.5896	22.8081
O	5.8707	10.3431	22.5269
O	3.1393	12.9348	22.625
O	6.0216	3.7945	22.6785
O	1.9536	2.6418	22.8257
O	10.2626	3.266	22.547
O	7.8942	-0.1627	22.3728
O	1.6673	9.6989	22.5565
O	4.2923	6.4569	22.4712
O	9.6897	9.4395	22.6077
Si	3.058	9.7104	14.2202
Si	10.6996	7.071	19.1795
Si	5.4206	12.9206	16.741
Si	7.3499	5.3346	9.9717
Si	8.993	8.0698	9.8622
Si	8.7792	4.6683	19.4856
Si	2.0401	2.4777	21.2365
Si	11.378	9.8889	19.1059
Si	3.5104	0.1004	11.3319
Si	5.2379	2.3844	15.597
Si	10.769	12.1297	17.0344
Si	8.0873	3.0348	16.9512
Si	4.1886	6.9943	20.9303
Si	6.0314	1.3958	12.6808
Si	6.6914	8.736	19.8157
Si	11.5714	11.0383	9.623
Si	8.197	0.7498	21.0512
Si	3.9537	4.1869	19.7456
Si	8.4229	3.1964	11.8083
Si	0.1727	6.3173	14.3076
Si	3.1204	8.8285	17.1158
Si	8.6883	11.9538	9.957
Si	4.003	10.8725	9.6909
Si	10.0171	1.4237	9.7941
Si	5.4381	6.7377	11.7719
Si	1.4731	0.5475	16.5218
Si	5.8872	10.6498	14.8141
Si	1.6978	12.5877	13.7362
Si	8.1843	0.0888	18.0658
Si	1.2713	6.3052	17.2406
Si	6.1819	8.8954	9.7203
Si	1.8184	8.6383	9.8675
Si	7.4368	6.9125	14.2567
Si	6.2685	8.4472	16.766
Si	2.3095	9.3969	21.0875
Si	1.232	0.4392	9.5969
Si	9.4034	4.3558	14.4976
Si	7.6819	12.1184	12.8177
Si	9.7849	8.455	12.947
Si	2.8071	3.4557	16.9352
Si	10.4406	11.4703	13.921
Si	9.6064	8.9698	21.0723
Si	3.129	11.8403	18.2974
Si	5.2098	10.8588	21.1285
Si	3.48	-0.2808	21.0288
Si	6.6062	3.5527	21.1909
Si	10.5442	2.619	21.0687
Si	2.4217	7.2036	12.4225
O	10.01	3.6917	19.9488
O	6.6124	2.9877	16.2473
O	9.7761	1.1769	20.9684
O	4.8419	1.0087	16.3963
O	3.702	10.2426	21.006
O	11.5292	0.1842	16.9227
O	5.8599	5.667	10.5966
O	1.8553	2.1006	16.9033
O	7.6664	4.7194	20.7055
O	9.1367	13.5039	10.104
O	3.9343	3.373	15.7413
O	2.4839	11.2104	14.0785
O	0.5054	2.2873	20.7115
O	2.6626	3.8658	20.6765
O	2.5249	9.1452	15.6449
O	8.553	1.6065	17.5913
O	4.6875	12.2496	18.0287
O	2.2924	7.526	17.656
O	8.0011	4.0977	18.1774
O	6.9612	10.9101	13.6377
O	8.3456	8.136	13.6624
O	1.7377	7.415	10.9538
O	3.0797	1.2902	20.7515
O	10.5531	11.4529	15.56
O	8.1268	4.6703	11.2334
O	1.1642	9.7258	19.9683
O	6.8462	13.4679	13.1321
O	10.5901	7.6523	20.7417
O	2.4961	13.3597	12.5814
O	6.2882	6.5591	13.1595
O	2.675	0.8988	10.193
O	5.701	8.2212	11.1339
O	6.9712	8.3442	18.2436
O	5.5446	7.8124	20.5254
O	2.5343	8.7033	13.0706
O	10.2469	9.9701	13.3195
O	1.947	4.8475	16.8835
O	4.692	9.7285	14.1902
O	9.2328	3.5215	15.8927
O	5.4772	2.1466	14.0131
O	7.6962	11.7083	11.2417
O	5.2262	12.0264	15.3901
O	11.5942	1.3084	10.1881
O	3.8836	6.5209	12.2026
O	2.798	7.8556	20.8427
O	4.6664	8.3336	17.0399
O	5.0263	12.5009	20.9674
O	2.9954	10.2189	18.0047
O	9.3775	12.4347	17.786
O	0.9371	12.283	10.0696
O	10.8913	7.4722	13.6013
O	9.0719	3.3147	13.2946
O	1.5484	6.2183	13.4098
O	6.9822	12.9846	17.1135
O	6.7809	7.2982	15.7177
O	0.4748	6.7184	15.87
O	7.0263	2.3674	11.8527
O	10.8984	8.4886	18.3379
O	10.0513	11.0799	10.2072
O	8.3593	5.6017	14.5095
O	0.3075	6.1285	18.5766
O	2.6815	12.3207	19.8117
O	6.1608	10.2892	19.9237
O	7.7937	9.1766	9.7659
O	7.8111	13.3963	19.6552
O	6.6103	9.8858	16.0676
O	0.5628	9.629	10.1557
O	11.5727	11.0533	17.9851
O	4.1034	5.8037	19.8159
O	7.3301	2.1117	21.1615
O	4.7963	1.0015	11.7159
O	2.3219	12.7693	17.253
O	8.2356	6.6534	9.6837
O	10.9382	4.9049	14.3228
O	9.1737	12.3678	13.4328
O	1.6773	0.2945	14.9345
O	10.1633	10.2228	20.1574
O	3.9706	12.0093	10.8521
O	8.0826	8.5732	20.6453
O	9.488	2.5773	10.7802
O	0.1775	12.1752	13.3117
O	9.7188	8.1985	11.3263
O	5.543	10.3756	9.5441
O	5.3423	3.4839	20.1871
O	9.3528	6.1417	19.0587
O	3.6795	3.535	18.2957
O	3.161	9.5374	10.1091

Results
free energy: -166614.779 eV
free energy less fixed offsets of H -17.10, O -569.03, Si -635.61 eV per atom: 1.351 eV

Forces (eV/angstrom), in the order of the atoms: element, x, y, z
Si	0.0357	0.0037	-0.001
Si	-0.0694	-0.0232	-0.0524
Si	0.0331	-0.0262	-0.0881
Si	-0.0418	-0.0115	-0.0591
Si	-0.0243	0.018	-0.0706
Si	0.0449	-0.0024	-0.0623
Si	-0.0221	-0.0144	-0.0407
Si	0.0397	0.0048	-0.0752
Si	-0.0136	-0.002	-0.0163
Si	-0.0464	-0.012	-0.069
Si	0.0058	0.0066	-0.0796
Si	0.0146	-0.0093	-0.0644
Si	-0.0282	-0.0226	-0.0386
Si	0.0202	0.0066	0.0022
Si	0.0137	0.0034	0.0283
Si	0.0233	0.0073	0.0192
Si	0.0129	-0.0097	-0.0198
Si	0.0088	0.0135	-0.0079
Si	-0.0101	0.0075	-0.0185
Si	0.0018	-0.0066	0.0251
Si	-0.0212	-0.0074	-0.0057
Si	-0.0439	-0.0041	-0.0275
Si	-0.0093	0.0156	0.0237
Si	0.0267	-0.0054	0.0097
Si	-0.0194	0.006	-0.0084
Si	0.0056	0.0119	-0.016
Si	0.0017	0.0243	-0.029
Si	0.0139	0.013	-0.0115
Si	-0.0086	0.0065	-0.0158
Si	-0.0093	-0.0062	0.0024
Si	-0.0014	0.0106	-0.0018
Si	0.004	0.0213	-0.0258
Si	-0.0089	0.0096	-0.0169
Si	0.0117	0.0062	0.0017
Si	0.005	0.0006	-0.03
Si	0.0014	0.0164	-0.0157
Si	0.0142	0.0066	-0.0085
Si	0.0054	0.0083	-0.0007
Si	-0.0055	-0.0145	-0.0054
Si	-0.0061	-0.0201	0.0124
Si	-0.0098	-0.0069	0.0056
Si	0.0198	-0.0003	-0.0041
Si	0.0112	-0.0027	-0.0026
Si	0.0028	-0.0021	-0.0037
Si	0.0019	0.0031	-0.0108
Si	-0.0114	0.0045	-0.0148
Si	0.0087	-0.0006	0.0056
Si	0.0064	0.0031	0.0081
Si	0.1287	-0.0989	0.0672
Si	0.1458	-0.0826	-0.1262
Si	-0.1018	-0.2054	-0.0034
Si	0.1005	0.0516	-0.0794
Si	-0.0541	-0.1604	-0.0815
Si	0.0928	-0.2068	-0.0583
Si	0.131	-0.0838	-0.1206
Si	-0.0553	0.0518	0.0811
Si	-0.0493	-0.1068	-0.0298
Si	-0.1149	-0.0345	0.1075
Si	0.1091	-0.1065	-0.1071
Si	-0.047	-0.0013	-0.1409
Si	-0.1063	0.0666	-0.3152
Si	0.1355	0.1459	0.0066
Si	-0.108	0.1473	0.1838
Si	0.0946	0.1658	-0.0535
Si	-0.0765	0.0832	0.2255
Si	-0.1582	0.2546	0.01
Si	-0.1314	-0.1278	0.0317
Si	0.0079	0.0828	0.1119
Si	0.0312	0.1452	0.3075
Si	0.0302	-0.113	-0.2935
Si	0.0518	0.0288	0.281
Si	-0.0877	0.0725	0.0789
Si	-0.011	-0.0027	0.0162
Si	0.0474	0.0094	-0.0314
Si	-0.0396	0.0198	-0.036
Si	0.0831	0.0095	0.0165
Si	0.0005	0.0066	-0.0251
Si	-0.0827	-0.0002	0.0071
Si	0.0009	-0.0132	-0.0055
Si	-0.0144	-0.0055	0.0009
Si	0.0104	0.0056	-0.0247
Si	0.0023	-0.0085	0.0059
Si	0.0131	-0.0198	-0.0104
Si	-0.0142	0.0017	-0.0049
Si	0.0097	-0.036	0.0443
Si	-0.0179	-0.0054	0.0018
Si	0.0294	-0.0162	0.0013
Si	0.0104	0.0031	0.009
Si	0.0163	-0.004	0.0148
Si	-0.0179	-0.0047	0.0353
Si	-0.0043	0.0051	0.0254
Si	0.0094	-0.0069	0.0268
Si	-0.007	-0.0235	0.0232
Si	-0.0009	-0.0106	0.0124
Si	-0.0014	0.0112	0.0102
Si	0.0024	-0.0252	0.0176
Si	0.001	-0.0361	0.0578
Si	0.0672	0.0047	-0.0319
Si	-0.1322	-0.0032	-0.0178
Si	0.0177	-0.0072	0.0122
Si	-0.0026	0.0009	0.0189
Si	-0.048	-0.0108	-0.0266
Si	-0.0107	0.0365	0.0194
Si	-0.006	-0.027	-0.0089
Si	0.0204	-0.0005	-0.0387
Si	-0.0261	-0.0035	0.0449
Si	0.0117	0.0497	-0.0358
Si	-0.0069	-0.008	0.0087
Si	-0.0632	0.0064	0.091
Si	0.0135	-0.0181	-0.0001
Si	0.0539	0.0401	0.0447
Si	0.0353	0.0099	0.051
Si	0.0093	-0.0077	0.036
Si	-0.0268	-0.008	0.0871
Si	-0.0083	0.0146	0.0791
Si	-0.0234	0.0121	0.0861
Si	0.0286	0.0197	0.0673
Si	0.0045	-0.0161	0.0642
Si	-0.0093	0.0389	0.0743
Si	-0.0075	0.0246	0.0832
H	-0.0041	-0.0056	-0.0145
H	-0.0042	-0.0032	-0.0027
O	0.0367	-0.0013	-0.0201
O	0.0428	-0.0258	-0.0326
O	0.0166	-0.0219	-0.0502
O	-0.0351	-0.0106	-0.0386
O	0.0162	-0.0068	-0.0335
O	0.0151	-0.0007	-0.0368
O	0.0001	-0.0291	-0.0211
O	0.0062	-0.0003	-0.0325
O	-0.0058	-0.0115	-0.0482
H	-0.003	0.0045	0.0036
H	0.0033	0.0051	0.0019
H	0.0086	0.004	0.0035
O	-0.0166	-0.0091	0.038
O	0.0612	0.0205	0.0017
O	0.0024	-0.0107	0.0324
O	0.0106	0.0152	0.034
O	-0.0338	0.0044	0.0338
O	-0.0043	0.0212	0.0299
O	0.0329	0.0159	0.0263
O	-0.0355	0.0138	0.0283
O	-0.0006	0.0164	0.0407
Si	-0.0007	0.0019	-0.0069
Si	0.0044	-0.0048	-0.004
Si	-0.0022	0.0025	-0.0057
Si	0.0033	0.0177	0.0362
Si	-0.0036	-0.0016	0.0276
Si	-0.0026	0.0089	-0.0076
Si	0.006	0.0091	-0.0235
Si	-0.0011	0.0023	-0.0079
Si	0.0013	0.0127	0.0092
Si	-0.0043	0.0056	-0.0037
Si	0.0011	0.0024	-0.0021
Si	0	-0.0008	-0.0077
Si	-0.0044	0.0047	-0.0224
Si	-0.0026	0.0037	0.0056
Si	0.0047	0.0001	-0.0094
Si	0.0073	-0.0031	0.0236
Si	-0.003	0.0069	-0.0235
Si	-0.0027	-0.0028	-0.0068
Si	-0.0045	-0.0023	0.0134
Si	0.0008	-0.006	-0.0057
Si	-0.0017	-0.0023	-0.0001
Si	0.003	-0.0053	0.0415
Si	0.0156	-0.0089	0.0333
Si	0.0081	0.0053	0.0328
Si	-0.0073	-0.0072	0.0097
Si	-0.0035	0.006	-0.0063
Si	-0.0025	-0.001	-0.0073
Si	-0.0042	0.0011	-0.0021
Si	0.0018	-0.0029	-0.0089
Si	0.0003	-0.0022	-0.0026
Si	0.0064	0.014	0.0292
Si	0.0007	-0.0084	0.0319
Si	0.0033	-0.0006	-0.0003
Si	0.0008	-0.0006	-0.0076
Si	0.0001	-0.0058	-0.0153
Si	0.0117	0.004	0.0144
Si	0.0069	-0.0002	-0.0021
Si	-0.002	0.0024	0.0114
Si	0.0035	0.0032	0.0078
Si	-0.0008	-0.0001	-0.013
Si	0.0045	0.0012	-0.006
Si	0.0029	-0.0077	-0.0246
Si	0.0036	-0.0013	-0.0055
Si	-0.0049	0.015	-0.024
Si	0.0055	-0.0013	-0.0106
Si	0.0028	-0.0018	-0.0195
Si	0.0036	-0.0053	-0.0259
Si	-0.0031	-0.0029	0.0025
O	-0.0128	-0.008	0.0204
O	0.0041	-0.0148	0.0016
O	-0.0214	0.0224	0.0077
O	0.0178	-0.0016	-0.0054
O	0.0166	0.0108	0.0018
O	0.0078	-0.0174	-0.0124
O	0.0216	0.0127	-0.0029
O	0.019	0.0012	-0.0042
O	-0.007	-0.0348	-0.0114
O	0.0093	-0.0033	-0.0168
O	-0.0016	-0.017	0.0205
O	0.0035	0.0009	-0.0034
O	-0.0004	0.0097	0.0122
O	-0.0004	-0.03	-0.0105
O	0.0232	0.0018	0.0045
O	-0.0171	-0.0036	0.0008
O	-0.0118	-0.0038	-0.0165
O	-0.0063	0.0006	-0.013
O	0.0206	-0.0092	0.009
O	0.0008	0.0152	0.0088
O	0.0136	-0.0195	-0.0021
O	0.0125	0.0254	-0.005
O	-0.0177	0.0169	0.01
O	0.0043	0.0169	-0.0034
O	-0.0126	-0.0058	-0.0063
O	-0.0065	-0.0071	0.0114
O	-0.0058	0.004	-0.0147
O	-0.0248	0.0352	-0.001
O	0.0172	-0.0124	-0.0223
O	0.0044	0.0108	-0.0113
O	-0.0202	-0.0231	0.0039
O	0.0105	-0.0059	-0.0271
O	-0.0185	0.0128	0.0142
O	-0.0046	0.0084	0.0016
O	0.0062	-0.0179	0.0037
O	-0.0052	0.0019	0.0056
O	0.0014	-0.0028	0.0088
O	-0.0107	0.02	0.0262
O	-0.0244	0.008	0.0004
O	0.012	-0.0143	-0.0004
O	0.0251	0.0107	-0.0009
O	0.0165	-0.0135	0.0124
O	-0.0026	-0.0229	-0.0213
O	0.0033	0.0185	-0.0041
O	0.0129	0.0067	-0.0022
O	0.0041	0.0168	-0.0099
O	-0.0068	-0.0311	-0.0074
O	0.0005	0.0054	-0.0132
O	0.0063	0.0107	-0.0074
O	-0.0022	0.0049	-0.0111
O	-0.0132	-0.0024	0.0037
O	-0.0097	0.0151	-0.0149
O	-0.0001	0.0243	-0.0011
O	-0.0122	0.0149	0.006
O	0.0016	0.0154	-0.0082
O	0.0083	-0.0082	-0.0063
O	0.0168	0.004	0.0152
O	0.0117	0.018	0.0171
O	-0.003	0.026	-0.0174
O	0.0064	0	-0.0034
O	-0.003	0.0111	-0.0195
O	0.0278	0.0085	-0.0043
O	-0.0129	-0.0207	0.0256
O	-0.0087	-0.037	0.0003
O	0.0132	0.0222	0.0077
O	-0.0257	-0.0109	-0.0086
O	0.0125	0.0075	-0.0194
O	-0.0167	-0.0115	0.0059
O	0.0039	-0.0019	0.0192
O	0.0084	0.0008	-0.0083
O	-0.007	-0.0171	0.0106
O	0.0075	0.0012	0.0087
O	-0.0049	0.0046	0.0051
O	-0.0173	0.0222	0.0097
O	-0.0083	-0.0268	-0.0025
O	-0.0144	-0.0132	0.0192
O	0.0097	-0.0389	-0.0012
O	-0.0134	-0.0033	-0.0253
O	0.0164	0.0075	-0.0086
O	-0.0011	-0.021	-0.0074
O	0.0033	-0.0057	0.0264
O	-0.0208	0.0023	-0.0128
O	-0.0233	-0.0194	0.001
O	0.0071	0.016	0.0247
O	0.0056	-0.0211	0.0113
O	-0.0135	0.0111	0.0033
O	-0.0166	0.008	-0.0127

The program warned: the cutoff lies below the one the program advises for these potential files; the forces do not sum to zero within the program's tolerance; the exchange-correlation potential is rough where the density is thin.
